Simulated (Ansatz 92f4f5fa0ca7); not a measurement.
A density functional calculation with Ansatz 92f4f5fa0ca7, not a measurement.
Periodic cell of 224 atoms, Si133O90H1, from a study of silicon, its oxide and their interface. The atomic structure is a simulated model.
Doubt: the cutoff is far below the 930 eV that the study's wrapper takes by default for these files, so forces and energies are approximate.

Settings
functional: PBE
potential files: Ansatz PAW
basis: plane waves
wave-function cutoff: 580 eV
density cutoff ratio: 5
exchange-correlation grid ratio: 1
k mesh: 1 x 1 x 1, Gamma-centred
self-consistency stop: 5e-08 eV per atom in the density residual
occupations: fixed
spin: none
net charge: +1 e, with a uniform compensating background and no finite-size correction

Cell vectors (angstrom)
a, 10.938, 0, 0
b, 0, 10.938, 0
c, 0, 0, 32.3841

Atoms: element, x, y, z (angstrom)
Si, 0.4741, -0.5489, 24.8119
Si, 5.5749, -0.2773, 24.9711
Si, 2.5887, 2.9491, 24.9999
Si, 8.0773, 2.9665, 24.7179
Si, 0.3629, 5.2358, 24.8919
Si, 4.8581, 6.0252, 24.878
Si, 2.7208, 8.2356, 25.3674
Si, 7.9622, 8.5596, 24.7843
Si, 1.3811, 1.2739, 26.1446
Si, 6.7971, 1.4521, 26.0821
Si, 4.0781, 4.2266, 26.2647
Si, 9.5744, 4.1298, 26.1372
Si, 1.2866, 6.7829, 26.4131
Si, 6.781, 6.8927, 26.0634
Si, 4.1805, 9.5996, 26.5133
Si, 9.5956, 9.5871, 26.154
Si, 2.7197, 0.0503, 27.659
Si, 8.2017, 0.0665, 27.5177
Si, -0.0128, 2.6982, 27.5299
Si, 5.4627, 2.7745, 27.5564
Si, 2.7153, 5.4674, 27.6958
Si, 8.1752, 5.5016, 27.5072
Si, -0.0818, 8.2239, 27.6325
Si, 5.5454, 8.1456, 27.6677
Si, 4.1018, 1.3673, 28.9659
Si, 9.5708, 1.3673, 28.9659
Si, 1.3673, 4.1018, 28.9659
Si, 6.8362, 4.1018, 28.9659
Si, 4.1018, 6.8362, 28.9659
Si, 9.5708, 6.8362, 28.9659
Si, 1.3673, 9.5708, 28.9659
Si, 6.8362, 9.5708, 28.9659
Si, 0, 0, 30.3331
Si, 5.469, 0, 30.3331
Si, 2.7345, 2.7345, 30.3331
Si, 8.2035, 2.7345, 30.3331
Si, 0, 5.469, 30.3331
Si, 5.469, 5.469, 30.3331
Si, 2.7345, 8.2035, 30.3331
Si, 8.2035, 8.2035, 30.3331
Si, 1.3673, 1.3673, 31.7004
Si, 6.8362, 1.3673, 31.7004
Si, 4.1018, 4.1018, 31.7004
Si, 9.5708, 4.1018, 31.7004
Si, 1.3673, 6.8362, 31.7004
Si, 6.8362, 6.8362, 31.7004
Si, 4.1018, 9.5708, 31.7004
Si, 9.5708, 9.5708, 31.7004
Si, 2.7345, 0, 0.6835
Si, 8.2035, 0, 0.6835
Si, 0, 2.7345, 0.6835
Si, 5.469, 2.7345, 0.6835
Si, 2.7345, 5.469, 0.6835
Si, 8.2035, 5.469, 0.6835
Si, 0, 8.2035, 0.6835
Si, 5.469, 8.2035, 0.6835
Si, 4.1018, 1.3673, 2.0507
Si, 9.5708, 1.3673, 2.0507
Si, 1.3673, 4.1018, 2.0507
Si, 6.8362, 4.1018, 2.0507
Si, 4.1018, 6.8362, 2.0507
Si, 9.5708, 6.8362, 2.0507
Si, 1.3673, 9.5708, 2.0507
Si, 6.8362, 9.5708, 2.0507
Si, 0, 0, 3.418
Si, 5.469, 0, 3.418
Si, 2.7345, 2.7345, 3.418
Si, 8.2035, 2.7345, 3.418
Si, 0, 5.469, 3.418
Si, 5.469, 5.469, 3.418
Si, 2.7345, 8.2035, 3.418
Si, 8.2035, 8.2035, 3.418
Si, 1.3084, 1.4074, 4.7484
Si, 6.8464, 1.3663, 4.8553
Si, 4.1798, 4.0345, 4.743
Si, 9.548, 4.1111, 4.8486
Si, 1.3721, 6.8133, 4.7566
Si, 6.8522, 6.7982, 4.7837
Si, 4.1334, 9.544, 4.7567
Si, 9.5582, 9.5881, 4.7773
Si, 2.8389, 0.1055, 6.0266
Si, 8.1707, -0.0742, 6.2268
Si, -0.0649, 2.6866, 6.2168
Si, 5.5407, 2.7857, 6.2802
Si, 2.7158, 5.3432, 5.9841
Si, 8.2037, 5.4937, 6.2772
Si, -0.0522, 8.1128, 6.1368
Si, 5.4202, 8.1126, 6.1135
Si, 3.844, 1.6894, 7.4694
Si, 9.8059, 1.017, 7.544
Si, 1.5862, 3.8657, 7.3951
Si, 6.589, 4.4549, 7.6942
Si, 4.1864, 6.5032, 7.328
Si, 9.3109, 7.1187, 7.6179
Si, 1.0978, 9.9084, 6.9847
Si, 6.9458, 9.242, 7.4657
O, 11.0173, 5.9028, 23.4131
O, 4.5456, 0.037, 23.7252
O, 8.1153, 8.1944, 8.0492
O, 2.6923, 2.7641, 7.9468
O, 7.1716, 4.087, 23.9102
O, 1.6826, 9.2655, 24.5718
O, 5.3664, 5.528, 7.932
O, 0.11, -0.0781, 7.8593
O, 7.0521, 4.1766, 9.2656
O, 6.0278, 9.8789, 8.6736
O, 10.1091, 6.5721, 8.9557
O, 3.3674, 9.462, 9.0216
O, 4.3825, 0.9807, 8.8433
O, 1.0503, 4.6873, 8.7021
O, 9.2722, 1.4112, 9.0338
O, 3.2584, 6.8976, 8.6224
O, 7.4105, 6.2484, 22.2868
O, 8.8811, 2.1483, 23.5327
O, 5.11, 5.506, 23.3424
O, 3.3408, 2.4102, 23.6354
O, 10.935, -0.2435, 23.2617
O, 3.7372, 7.2092, 24.5428
O, 1.4474, 4.0452, 24.5515
O, 6.7634, 9.6511, 24.4109
Si, 14.65, 1.0713, 22.7861
Si, -1.2642, 2.6006, 22.1749
Si, 0.7374, 11.5472, 22.0675
Si, 11.6507, 0.7862, 14.9377
Si, 5.9226, -0.6568, 12.0615
Si, 11.6822, 15.7594, 12.6432
Si, 9.4086, 1.5808, 10.6602
Si, 5.2999, 4.0483, 20.0168
Si, 9.945, 8.0512, 13.4893
Si, 10.4574, -2.9666, 16.4767
Si, 10.8405, 5.2797, 9.6724
Si, -0.2669, 5.4621, 21.8704
Si, 8.6558, -1.2747, 11.4813
Si, 8.8172, 5.0652, 13.1898
Si, 7.286, 3.5819, 15.6054
Si, 12.3118, 6.0487, 15.3822
Si, 5.7228, 5.6865, 17.3647
Si, 4.6558, 10.4133, 9.391
Si, 13.45, 1.4764, 18.7082
Si, 9.7028, 0.7757, 19.848
Si, -1.0615, 2.2818, 16.9758
Si, 12.6502, 9.9058, 17.1916
Si, 5.1888, 1.1239, 20.0751
Si, 3.617, 7.7629, 16.444
Si, 13.0516, 4.1344, 20.0447
Si, -3.5706, 9.6824, 19.8133
Si, 8.4297, 7.4502, 21.9235
Si, 2.6107, 2.4349, 13.3686
Si, 5.7023, -1.4126, 14.9109
Si, 2.9102, 8.04, 9.7142
Si, -3.5082, -2.6362, 17.0725
Si, 0.8566, 11.66, 11.9707
Si, 6.5087, 4.9826, 22.7081
Si, 1.639, -7.1239, 17.2274
Si, 11.2666, 8.8454, 10.9662
Si, 5.4854, 1.4386, 14.1067
Si, 8.1485, 4.0729, 10.4707
O, 8.1962, 2.5746, 11.092
O, 5.7805, -1.7019, 13.2993
O, 9.8605, 1.538, 18.423
O, 3.7088, -6.6417, 20.4011
O, -1.241, 8.9159, 10.4483
O, 0.1243, 0.2074, 20.6018
O, 1.2812, 8.0736, 9.8893
O, 15.1248, 2.3944, 13.7736
O, 18.0329, -1.2772, 11.0971
O, 12.5463, 0.1895, 18.2694
O, 11.0074, 6.4273, 16.3156
O, 10.4087, -2.3833, 14.9512
O, 7.9506, 4.5095, 14.4318
O, 13.3016, 12.233, 12.216
O, 6.8323, 6.8016, 17.0031
O, 11.1696, 11.2541, 13.4391
O, 13.0011, 4.6721, 15.9124
O, 19.7118, -0.506, 19.5576
O, 0.3101, 13.11, 22.3442
O, 6.1267, 0.8351, 12.7142
O, 5.6965, 2.5534, 19.4449
O, -1.9328, 1.8217, 20.9055
O, 5.1638, 0.1371, 15.0716
O, 7.9656, 5.0775, 11.754
O, 12.623, 2.0876, 14.6752
O, 6.1956, 4.1556, 21.3643
O, 1.8191, 4.754, 18.5587
O, 0.978, 10.3354, 11.0422
O, 3.9027, 0.7494, 19.143
O, 11.3916, 8.9046, 17.4158
O, 11.5272, 5.5107, 11.1445
O, 10.9518, 12.8266, 11.1405
O, 3.0605, -1.9566, 17.3995
O, 6.114, 4.4172, 16.3937
O, -2.211, 8.1794, 23.3694
O, 1.0252, 16.8722, 13.7985
O, 10.2017, 4.1754, 12.9926
O, 5.7526, 5.1549, 18.9067
O, 9.6162, 4.2045, 21.9187
O, 4.2679, 6.4398, 17.164
O, 3.652, 7.7759, 11.1397
O, 4.7, -0.5067, 11.005
O, 7.6704, 8.5117, 20.9279
O, 1.884, 2.4706, 19.899
O, 9.0189, -2.8852, 17.184
O, -1.1229, 6.7666, 21.2964
O, -2.148, -1.8645, 12.9789
O, 9.0974, 0.2657, 11.5226
O, -0.5975, 12.1494, 15.8178
O, 4.6827, 8.4151, 15.4426
O, 8.4416, 2.9789, 16.6059
O, 2.4018, -3.6526, 15.4877
O, -4.7017, 10.8162, 20.1889
O, 9.6258, 4.2086, 9.7775
O, 13.5522, 2.495, 17.4108
O, 2.3488, 0.3908, 22.1823
O, 11.206, 8.1468, 12.4353
O, 6.5876, 2.3312, 14.8585
O, -1.7092, 6.5945, 13.5242
O, 0.0644, 3.4454, 17.0736
O, 12.0257, 4.9456, 21.0602
O, 4.6951, 1.4899, 21.5801
O, 7.0815, -1.7019, 15.7604
O, 12.5362, -0.3673, 15.6895
O, 6.8578, -1.9293, 18.4229
O, 12.9842, 3.8321, 12.7077
H, 4.0022, 6.8873, 11.3237

Results
free energy: -135753.866 eV
free energy less fixed offsets of H -15.97, O -568.88, Si -635.61 eV per atom: -2.566 eV

Forces (eV/angstrom), in the order of the atoms: element, x, y, z
Si, 0.0015, 0.0002, 0.0045
Si, 0.0018, 0.005, 0.0052
Si, 0.0006, 0.0007, 0.0032
Si, 0.0023, -0.0028, 0.0056
Si, 0.0056, -0.0008, -0.0009
Si, -0.0093, 0.0029, -0.0061
Si, 0.0003, 0.0028, 0.0099
Si, 0.0074, -0.0001, 0.0106
Si, 0.0024, 0.0018, 0.0021
Si, -0.0013, -0.0005, 0.0018
Si, -0.0039, -0.0017, 0.0039
Si, 0.0012, 0.0021, 0.004
Si, -0.0007, -0.0001, 0.0034
Si, 0.0044, 0.0057, 0.0008
Si, -0.0023, 0.0013, 0.0018
Si, -0.0045, 0.0006, 0.0014
Si, -0.0033, -0.0048, -0.0008
Si, 0, -0.0023, -0.002
Si, 0.0008, 0.0001, -0.0018
Si, 0.0006, -0.0002, 0.0004
Si, 0.004, 0.001, -0.0029
Si, 0.0005, -0.0023, -0.0003
Si, 0.0024, 0.0016, -0.0009
Si, 0.0006, 0.0002, -0.0004
Si, 0.1114, 0.5451, 0.1324
Si, -0.0733, 0.0958, -0.2269
Si, -0.3138, -0.5609, 0.1314
Si, 0.1303, 0.1577, -0.3763
Si, 0.1676, -0.0674, 0.5082
Si, -0.6011, -0.1016, 0.0419
Si, -0.1922, 0.0093, 0.0701
Si, 0.5204, 0.2454, -0.0628
Si, -0.0135, -0.057, -0.0003
Si, 0.0575, 0.0314, -0.0649
Si, 0.0124, 0.0141, 0.0487
Si, 0.0787, 0.019, -0.0484
Si, -0.08, -0.1484, -0.0554
Si, -0.0828, 0.0085, 0.0321
Si, 0.0878, -0.0086, -0.0193
Si, 0.0653, 0.058, 0.0512
Si, 0.0364, 0.0031, -0.0288
Si, -0.0512, -0.0069, -0.0271
Si, -0.0043, -0.0101, -0.0049
Si, -0.0052, 0.0704, 0.0016
Si, 0.006, 0.0173, -0.0425
Si, -0.0306, 0.0237, -0.0281
Si, -0.0676, 0.0251, -0.0252
Si, 0.0128, -0.0351, -0.0083
Si, 0.0387, -0.0184, 0.0176
Si, 0.0084, -0.0107, 0.0039
Si, 0.0178, -0.022, 0.0168
Si, 0.004, 0.0043, 0.0297
Si, 0.0214, 0.0018, 0.0142
Si, 0.0192, -0.0333, 0.0138
Si, 0.0064, 0.0174, 0.0303
Si, -0.0133, -0.0344, 0.0223
Si, -0.1261, -0.0595, -0.0271
Si, -0.005, -0.0152, 0.0162
Si, -0.0025, 0.0321, 0.0182
Si, -0.0691, 0.0519, -0.032
Si, -0.0101, -0.012, 0.0434
Si, -0.0426, -0.0165, -0.0149
Si, 0.024, -0.0338, 0.0041
Si, 0.0358, 0.0965, 0.0196
Si, -0.1073, -0.043, -0.2648
Si, 0.2315, 0.1932, 0.1205
Si, 0.2043, -0.1202, -0.2694
Si, -0.0632, 0.0422, 0.4185
Si, -0.287, -0.1767, 0.0703
Si, 0.2534, -0.1487, -0.2977
Si, -0.1022, 0.076, -0.0967
Si, -0.0058, -0.1887, -0.0345
Si, 0.0219, 0.0105, 0.0169
Si, 0.0013, -0.0126, -0.0012
Si, -0.0109, -0.0055, -0.0076
Si, 0.0052, -0.0014, 0.0002
Si, -0.0072, -0.0073, -0.0005
Si, 0.0077, 0.0059, 0.0012
Si, -0.002, 0.0098, 0.0073
Si, -0.02, -0.0054, -0.0065
Si, -0.0416, -0.0538, -0.0216
Si, -0.0083, 0.0029, -0.0053
Si, -0.0098, -0.0089, -0.0016
Si, 0.0223, 0.0094, -0.0116
Si, -0.0008, 0.0059, -0.0111
Si, 0.0018, -0.0049, -0.0102
Si, 0.0107, -0.0151, -0.0413
Si, -0.009, 0.0154, -0.0184
Si, -0.0306, 0.0334, 0.0359
Si, 0.0136, 0.0071, 0.0084
Si, 0.0033, 0.0016, 0.001
Si, -0.0052, 0.0008, 0.0271
Si, 0.0233, -0.0298, 0.0019
Si, -0.0149, -0.0012, 0.0432
Si, -0.0117, 0.072, 0.0554
Si, 0.0313, -0.0057, -0.013
O, -0.0009, 0.0008, 0.004
O, 0.003, -0.0028, 0.0057
O, 0.0025, -0.0107, -0.0015
O, 0.0166, -0.0071, 0.0004
O, 0.0026, -0.0004, 0
O, -0.0002, -0.0012, -0.01
O, -0.0106, 0.0106, -0.0104
O, 0.0402, -0.0402, -0.06
O, -0.0045, 0.0025, -0.0119
O, -0.0402, 0.0234, 0.0387
O, -0.0025, 0.0092, -0.0155
O, 0.0176, -0.0198, -0.0205
O, -0.0123, -0.0068, 0.0062
O, 0.0008, 0.0004, 0.0099
O, -0.0039, 0.0019, 0.0048
O, -0.0262, 0.0461, 0.0361
O, 0.0032, 0.0044, 0.002
O, -0.0017, 0.002, 0.002
O, 0.0008, 0.0014, 0.0068
O, -0.0018, 0.0032, 0.005
O, 0.0002, -0.0001, 0.0056
O, 0.0066, -0.0029, 0.0052
O, 0.0006, -0.0002, 0
O, -0.0009, -0.0073, -0.006
Si, -0.0029, 0.0033, 0.0003
Si, 0.0031, 0.0006, -0.0016
Si, 0.0018, 0.0009, -0.0002
Si, 0.003, 0.0035, 0.0011
Si, 0.0294, 0.0003, 0.012
Si, 0.0043, 0.0012, -0.002
Si, -0.0035, -0.0051, -0.0125
Si, 0.0008, 0.0012, -0.0012
Si, -0.0042, -0.0018, 0.0061
Si, 0.0006, -0.0015, 0.0095
Si, -0.002, -0.0116, -0.0053
Si, 0.0036, -0.0009, 0.0007
Si, 0.0059, 0.0142, 0.007
Si, -0.0024, 0.0028, 0.0008
Si, 0.0004, 0.0048, 0.0029
Si, 0.0015, -0.0008, 0.0048
Si, 0.0012, 0.0008, 0.0031
Si, 0.072, 0.0399, 0.0062
Si, 0.0016, 0.0013, 0.0006
Si, 0.002, 0.0012, -0.0025
Si, 0.0011, 0.0019, 0.004
Si, 0.0019, 0.0008, 0.0058
Si, 0, 0.0018, -0.0014
Si, 0.0032, 0.0018, 0.0024
Si, 0.0019, 0.0004, -0.002
Si, 0.0029, 0.0008, -0.0052
Si, 0.0008, 0.0011, -0.0025
Si, -0.0009, 0.0059, 0.0027
Si, 0.0003, 0.0006, 0.0088
Si, -0.0259, -0.127, 0.0521
Si, 0.0007, 0.0001, 0.0048
Si, -0.0044, 0.0108, 0.0069
Si, -0.0015, -0.001, -0.0011
Si, 0.0034, 0.0014, 0.0041
Si, -0.0113, 0.0101, 0.0078
Si, 0.0034, 0.0039, 0.0073
Si, 0.0075, -0.0041, -0.0016
O, 0, 0.0011, 0.0063
O, 0, 0.0012, -0.0035
O, 0.0004, -0.0006, 0.0018
O, 0.0015, 0.0007, 0.003
O, 0.0104, 0.0009, 0.0112
O, -0.0005, -0.0003, 0.002
O, 0.0395, 0.0213, -0.0083
O, 0.0032, -0.0035, -0.0015
O, 0.0063, -0.0008, 0.014
O, 0.0015, 0.0013, 0
O, 0.0017, 0.0028, -0.0006
O, -0.0007, -0.0012, -0.0069
O, 0.0026, 0.0001, 0.0003
O, 0.0048, -0.0025, -0.0022
O, 0.0022, 0.0012, -0.0005
O, 0.0033, 0.003, 0.0008
O, 0.0023, 0.0011, -0.0007
O, -0.0028, -0.0008, 0.0027
O, 0.0002, 0.0007, 0.0032
O, 0.0014, -0.0004, 0.0068
O, 0.0006, 0.0008, 0.0011
O, 0.0006, 0.0005, 0.0025
O, 0.0029, 0.0021, -0.0034
O, 0.0003, 0.0031, 0.0045
O, 0.0008, -0.0026, -0.0008
O, 0.0015, 0.0004, 0.0027
O, 0.0023, 0.0014, 0.0005
O, 0.0052, -0.0109, -0.0058
O, 0.0013, 0.0004, 0.0014
O, 0.0009, 0.0003, -0.0018
O, 0.0015, 0.0029, 0.0018
O, 0.0054, -0.0018, 0.0043
O, 0.0018, 0, -0.0019
O, 0.0034, 0.0002, -0.0012
O, -0.002, 0.0007, 0.0019
O, 0.003, 0.004, 0.0018
O, 0.0023, -0.001, 0.0012
O, 0.0014, 0.0003, 0.0017
O, -0.001, 0.0005, 0.0022
O, 0.0019, 0.0012, -0.0002
O, 0.1139, -0.1631, -0.0073
O, -0.0244, 0.0017, -0.0294
O, 0.0019, 0.0005, 0.0034
O, 0.0011, 0.0008, 0.0024
O, 0.0037, 0.0006, -0.0009
O, 0.0001, 0.0024, 0.003
O, 0.0022, 0.011, -0.0179
O, -0.0087, -0.025, -0.0017
O, 0.0028, 0.0003, -0.0017
O, 0.0008, 0.0024, 0.0032
O, 0.0026, 0.0012, -0.0004
O, 0.003, 0.0038, -0.0006
O, 0.0021, -0.0002, 0.0036
O, 0.0034, 0.0091, 0.0008
O, 0.0016, -0.0001, 0.0002
O, 0.0001, -0.0004, 0.0012
O, 0.0056, 0.0035, -0.0035
O, -0.0017, -0.001, -0.0016
O, 0.0044, 0.0066, -0.0013
O, 0.0014, 0.0009, -0.0007
O, 0.0002, 0.0006, 0.0031
O, 0.0023, 0.0005, 0.0018
O, 0.0032, 0.0007, 0.0009
O, 0.0002, 0.002, -0.0024
O, 0.0028, 0.0012, 0.0042
O, 0.0011, -0.0031, 0.0026
H, -0.1088, 0.1968, -0.0338

The program warned: the cutoff lies below the one the program advises for these potential files; the exchange-correlation potential is rough where the density is thin.
